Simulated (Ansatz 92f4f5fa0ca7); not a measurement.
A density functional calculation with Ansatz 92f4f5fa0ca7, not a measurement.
Periodic cell of 273 atoms, Si162O105As6, from a study of silicon, its oxide and their interface. The atomic structure is a simulated model.
Doubt: the cutoff is low for norm-conserving oxygen, so forces and energies are approximate.
Doubt: the program's own warning below bears on the result.
This geometry differs little from another in the collection (a relaxation step or a small displacement).

Settings: functional HSE06; potential files SPMS norm-conserving; basis plane waves; wave-function cutoff 800 eV; density cutoff ratio 4; exchange-correlation grid ratio 1; k mesh 1 x 1 x 1, Gamma-centred; occupations fixed; spin none; net charge 0.

Cell vectors (angstrom)
a 11.6015 0 0
b 0 13.3963 0
c 0 0 31.1303

Atoms: element, x, y, z (angstrom)
As -0.0972 -0.0637 24.1237
Si 3.8129 -0.0498 24.3489
Si 7.6855 0.0427 24.5758
Si 1.7962 3.2152 24.0795
Si 5.8863 3.4582 24.4634
Si 9.4943 3.3784 24.4861
As -0.1065 6.6923 24.1405
Si 3.8394 6.7242 24.1829
As 7.6589 6.725 24.3275
Si 1.796 10.0417 24.3676
Si 5.8558 10.1547 24.6245
Si 9.6308 9.8403 24.5099
Si -0.1064 2.1705 25.0804
Si 3.8362 2.2604 24.956
Si 7.6756 2.2424 25.4324
Si 1.8574 5.5205 24.9462
Si 5.7299 5.66 25.2662
Si 9.614 5.6281 25.2649
Si -0.008 8.8176 25.2874
Si 3.8232 8.9639 25.0489
Si 7.6779 8.8623 25.3949
Si 1.8237 12.2945 25.1745
Si 5.7325 12.3528 25.374
Si 9.6386 12.1919 25.1538
Si -0.0352 2.2311 27.4914
Si 3.8359 2.2454 27.4342
Si 7.7062 2.2375 27.7314
Si 1.9186 5.5443 27.4156
Si 5.74 5.6026 27.613
Si 9.6571 5.587 27.609
Si 0.0095 8.8967 27.6252
Si 3.8385 8.9278 27.4853
Si 7.714 8.9175 27.7048
Si 1.8997 12.2836 27.5531
Si 5.755 12.3176 27.6894
Si 9.6452 12.2436 27.5467
Si 1.9133 1.1328 28.3169
Si 5.7379 1.1523 28.396
Si 9.6683 1.0924 28.3643
Si 0.0029 4.4542 28.331
Si 3.8174 4.4505 28.3311
Si 7.7011 4.4992 28.3859
Si 1.9452 7.7644 28.3346
Si 5.7498 7.8256 28.3853
Si 9.6694 7.8086 28.4049
Si -0.0156 11.1491 28.3629
Si 3.8256 11.1486 28.3588
Si 7.7054 11.1743 28.3873
Si 1.9336 1.1164 30.7353
Si 5.8008 1.1164 30.7353
Si 9.6679 1.1164 30.7353
Si 0 4.4654 30.7353
Si 3.8672 4.4654 30.7353
Si 7.7343 4.4654 30.7353
Si 1.9336 7.8145 30.7353
Si 5.8008 7.8145 30.7353
Si 9.6679 7.8145 30.7353
Si 0 11.1635 30.7353
Si 3.8672 11.1635 30.7353
Si 7.7343 11.1635 30.7353
Si 0 0 0.3944
Si 3.8672 0 0.3944
Si 7.7343 0 0.3944
Si 1.9336 3.3491 0.3944
Si 5.8008 3.3491 0.3944
Si 9.6679 3.3491 0.3944
Si 0 6.6981 0.3944
Si 3.8672 6.6981 0.3944
Si 7.7343 6.6981 0.3944
Si 1.9336 10.0472 0.3944
Si 5.8008 10.0472 0.3944
Si 9.6679 10.0472 0.3944
Si 0.0413 0.0012 2.7717
Si 3.9166 0.0115 2.7246
Si 7.7621 0.0166 2.7533
Si 1.9514 3.3588 2.7759
Si 5.7864 3.3465 2.729
Si 9.6963 3.3657 2.7763
Si 0.0339 6.6796 2.7341
Si 3.8726 6.7105 2.7571
Si 7.7705 6.7376 2.7835
Si 1.9772 10.0038 2.7768
Si 5.8233 10.0343 2.8108
Si 9.6587 10.057 2.796
Si 0.0357 2.2378 3.5729
Si 3.8744 2.2208 3.569
Si 7.7276 2.2645 3.4939
Si 1.9583 5.5954 3.5919
Si 5.8163 5.5883 3.4291
Si 9.7155 5.6127 3.5638
Si 0.0036 8.8975 3.489
Si 3.9156 8.8986 3.6709
Si 7.7455 8.9439 3.7079
Si 2.0186 12.2637 3.453
Si 5.8346 12.2933 3.5347
Si 9.6925 12.3093 3.5806
Si 0.0864 2.2804 5.9502
Si 3.9314 2.2108 5.946
Si 7.7029 2.2642 5.8322
Si 1.9895 5.584 5.9739
Si 5.8112 5.5139 5.7296
Si 9.8025 5.611 5.9406
Si 0.0257 8.8776 5.8244
Si 3.9855 8.8371 6.1277
Si 7.7471 8.9374 6.182
Si 2.1154 12.2353 5.7742
Si 5.8635 12.3753 5.8901
Si 9.7325 12.348 5.9722
Si 1.997 1.0019 6.7098
As 5.8721 1.1607 6.9619
Si 9.6564 1.2723 6.6458
As 0.0964 4.473 6.9918
As 3.9555 4.4487 6.8355
Si 7.7883 4.5248 6.563
Si 1.9297 7.8606 6.8176
Si 5.9033 7.5253 6.9115
Si 9.7573 7.8565 6.8849
Si 0.1446 11.1491 6.3773
Si 4.0565 11.1264 6.776
Si 7.7548 11.3186 6.8235
O 1.9611 0.6489 8.3257
O 4.3123 11.115 8.4171
O 7.7313 4.8277 8.1841
O 9.8946 7.9664 8.5439
O 6.0532 6.8716 8.4727
O 1.7039 8.03 8.4493
O 9.4183 1.6571 8.2241
O 0.524 11.0274 7.9657
O 7.568 11.7377 8.4292
O 6.2679 10.6279 23.0919
O 3.8956 13.1464 22.7093
O 6.3901 3.7721 22.909
O 1.6326 2.9651 22.4324
O 9.0574 3.4286 22.8833
O 7.582 0.2522 22.9543
O 1.5222 10.0188 22.7342
O 3.9831 6.7583 22.5032
O 9.669 9.3779 22.9285
Si 3.3243 13.045 21.1922
Si 11.8384 1.7636 11.482
Si -0.8062 13.6252 15.6668
Si 7.2452 3.6512 11.3394
Si 8.8289 9.3281 14.8824
Si 10.4138 0.974 19.884
Si 1.7526 4.0339 18.3652
Si 8.8829 10.2814 11.9293
Si 4.877 -2.9755 12.6696
Si 3.5885 0.4457 14.7252
Si 10.1823 6.7193 15.4375
Si 11.0531 -0.9567 12.8901
Si 5.8414 7.1619 18.6437
Si 13.396 0.0054 9.7977
Si 7.7126 3.6059 21.979
Si 11.4791 11.1263 9.42
Si 4.442 -5.5829 21.3427
Si 1.4924 2.271 20.9553
Si 6.1945 -4.2391 16.3026
Si -4.5429 5.8261 9.2697
Si 4.4054 4.9359 16.9226
Si 9.237 15.0413 9.8213
Si 1.6422 8.7465 9.9045
Si 8.482 -1.4167 9.7476
Si 9.4647 7.6821 10.0967
Si 2.047 -2.2125 13.7466
Si 6.4035 9.9524 21.6439
Si -1.0511 11.9403 18.0468
Si 5.6356 -1.5816 15.3044
Si 1.3724 2.4801 15.6673
Si 6.8593 3.4794 15.8453
Si 3.8116 11.0248 9.9542
Si 5.5602 2.4213 13.5154
Si 10.9926 6.2395 18.3602
Si -2.4313 8.9046 21.4772
Si 1.1764 4.3485 13.1773
Si 5.843 7.5797 13.6678
Si 3.9871 5.1497 13.9312
Si 8.076 5.4608 13.7895
Si 7.4832 -0.8598 17.4173
Si 8.7089 15.115 17.4092
Si 13.7794 10.0793 21.2532
Si 11.4427 9.2376 19.3032
Si 0.0756 8.9822 14.4515
Si 5.8587 -1.1331 19.8635
Si 7.8702 0.7004 21.4434
Si 8.452 6.1937 20.243
Si 0.2478 7.1284 11.9363
O 9.4357 0.6073 21.108
O 7.0762 -1.0813 15.8617
O 10.8925 -0.4543 19.279
O 1.3346 -3.3942 14.6649
O -1.3136 9.2173 20.3975
O 11.324 -0.8073 16.7866
O 6.4941 4.793 10.4165
O 1.2937 2.9784 17.2079
O 7.4509 2.2372 21.1549
O 8.7128 13.533 10.1619
O 4.4917 1.193 13.5698
O -1.233 9.8561 14.9091
O -0.0101 1.8459 20.5422
O 1.9461 3.3205 19.808
O 7.2853 6.7188 19.2408
O 5.2129 -2.9611 16.0683
O -0.1122 7.784 18.5736
O 0.652 5.227 18.5146
O 9.6829 1.8581 18.7071
O 4.9456 10.9089 11.1149
O 3.6951 5.3497 15.5178
O 1.5233 7.5757 11.0246
O 2.3654 0.9133 20.9422
O 11.5857 7.5629 15.2722
O 8.1991 2.7466 10.3904
O 1.2081 9.5859 20.073
O 7.6882 9.7545 15.9545
O 8.7878 7.3344 21.3538
O 2.7189 4.7927 13.0101
O 6.6398 2.2921 14.7391
O 3.0032 -0.9853 10.1928
O 6.2485 2.5707 12.0552
O 11.1929 0.5559 12.3413
O 5.8363 8.4562 21.8313
O 0.8765 11.683 12.7635
O 7.2649 6.8249 13.3614
O 3.2922 -2.9651 13.0544
O 6.0438 8.5546 17.8021
O 8.0436 3.0916 16.8895
O 7.5036 0.7149 17.7706
O 7.8651 11.181 11.0264
O 11.1137 10.4459 18.2751
O 13.2271 1.2442 10.8201
O 5.4717 3.74 16.6509
O 2.587 11.6192 20.982
O 5.2695 6.1195 17.5718
O 5.5985 10.8381 20.5779
O 4.7489 7.2279 19.8604
O 8.9458 11.9043 17.7528
O 0.4344 12.5303 9.9865
O 12.0313 5.7367 12.7608
O 12.2343 3.1203 12.2722
O -2.6209 7.7894 15.3448
O 4.5153 13.1301 20.0926
O 7.3136 4.8311 15.0777
O -2.3971 9.0079 10.9864
O 12.688 3.7734 14.7094
O 11.5771 8.4031 12.9282
O 9.8882 11.2743 9.3256
O 4.924 3.8673 13.7913
O 3.214 4.5781 17.9441
O 4.6363 13.0416 15.6657
O 3.3953 9.0261 21.2322
O 8.154 6.748 10.0178
O 7.9117 9.842 21.1243
O 9.8268 5.8872 19.4335
O 0.3726 9.7594 10.1344
O 10.0828 11.3589 12.172
O 0.2612 1.3742 15.3452
O 7.0892 -0.3395 20.5165
O 5.5334 -4.4682 12.7953
O -1.1023 12.7141 14.3786
O 8.0589 4.4301 12.529
O 9.6381 5.6891 14.2761
O 5.6089 11.4653 13.7014
O -2.112 1.0146 16.1841
O 10.3313 6.0349 16.8855
O 5.8274 8.0041 15.2304
O 10.6214 6.8959 10.906
O 10.6922 2.0677 10.3919
O 2.5748 12.625 14.318
O 8.3471 9.7243 13.3681
O 4.6779 6.4984 13.3824
O 6.286 -1.4549 18.3397
O 7.9271 4.8493 20.9751
O 2.7796 1.6879 15.3971
O 2.9533 9.6604 10.1045

Results
free energy: -81335.262 eV
free energy less fixed offsets of As -2657.37, O -447.96, Si -113.29 eV per atom: -2.262 eV
gap between the highest filled and lowest empty level on this k mesh: 1.530 eV

The program warned: the cutoff lies below the one the program advises for these potential files; the model core charge is not resolved on the grid; the forces do not sum to zero within the program's tolerance; the exchange-correlation potential is rough where the density is thin.
